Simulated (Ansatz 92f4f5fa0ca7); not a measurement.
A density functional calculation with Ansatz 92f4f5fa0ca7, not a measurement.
Periodic cell of 234 atoms, Si134O100, from a study of silicon, its oxide and their interface. The atomic structure is a simulated model.

Settings: functional r2SCAN; potential files Ansatz norm-conserving; basis plane waves; wave-function cutoff 1300 eV; density cutoff ratio 4; exchange-correlation grid ratio 1; k mesh 2 x 2 x 1, shifted by 0.5 0.5 0.5 of a step; self-consistency stop 5e-08 eV per atom in the density residual; occupations Fermi-Dirac, 0.05 eV; spin none; net charge 0.

Cell vectors (angstrom)
a 11.5403 0 0
b 0 15.3871 0
c -3.4574 -3.9756 21.9198

Atoms: element, x, y, z (angstrom)
Si 2.5093 1.0157 -0.5654
Si 2.5108 5.425 -0.6764
Si 2.4315 10.3108 -0.3884
Si 2.4669 13.3611 -0.154
Si 6.6424 2.0098 -0.5758
Si 6.7048 5.1538 -0.8642
Si 6.1371 9.5963 -0.6555
Si 6.1412 12.7232 -1.0999
Si 10.3518 1.5058 -0.1664
Si 10.4552 4.6295 -0.7415
Si 10.4467 10.6893 -0.7659
Si 10.205 13.7444 -0.1595
Si 4.5589 1.6153 0.5831
Si 4.611 5.6068 0.4628
Si 4.3815 9.6266 0.8501
Si 4.5688 13.2827 0.7858
Si 8.3717 1.7209 0.9869
Si 8.5379 5.4347 0.5729
Si 8.3662 9.5169 0.3581
Si 8.0725 13.3911 0.6698
Si 12.3225 1.559 0.9847
Si 12.1941 5.2663 0.7685
Si 12.0497 9.6896 0.8115
Si 12.0936 13.3795 1.1558
Si 4.5286 3.6421 1.9282
Si 4.481 7.5212 1.9252
Si 4.4857 11.4585 2.2358
Si 4.5883 15.2205 2.1314
Si 8.4284 3.6928 2.1712
Si 8.4548 7.5251 1.8137
Si 8.2585 11.3866 1.9762
Si 8.1999 15.1744 2.2418
Si 12.2908 3.5161 2.245
Si 12.149 7.4589 1.936
Si 12.1005 11.4059 2.3407
Si 12.2021 15.226 2.4818
Si 2.7178 3.6332 3.4894
Si 2.575 7.4938 3.3357
Si 2.5477 11.3889 3.579
Si 2.693 15.2251 3.6155
Si 6.4113 3.6886 3.396
Si 6.4651 7.5141 3.2315
Si 6.442 11.3741 3.4901
Si 6.3588 15.2656 3.6399
Si 10.3334 3.5958 3.5499
Si 10.2655 7.5063 3.3425
Si 10.1044 11.4113 3.5183
Si 10.1573 15.2006 3.6286
Si 2.6769 1.7757 4.9553
Si 2.6824 5.5973 4.7852
Si 2.5756 9.3886 4.8114
Si 2.537 13.2855 4.917
Si 6.4139 1.8555 4.8989
Si 6.4217 5.6325 4.7235
Si 6.4343 9.3841 4.7253
Si 6.3618 13.2869 4.8746
Si 10.2023 1.7346 4.9771
Si 10.3405 5.5843 4.7696
Si 10.2004 9.4168 4.7573
Si 10.1972 13.2779 4.9621
Si 4.5864 1.8735 6.3617
Si 4.5625 5.6213 6.2364
Si 4.5512 9.4588 6.1514
Si 4.4445 13.2809 6.2428
Si 8.2676 1.89 6.3269
Si 8.3688 5.6069 6.0703
Si 8.2985 9.3834 6.1385
Si 8.2367 13.3355 6.3025
Si 12.1969 1.6656 6.237
Si 12.2959 5.5254 6.1347
Si 12.1313 9.321 6.1286
Si 12.1785 13.2366 6.3529
Si 4.5358 3.7758 7.8686
Si 4.6513 7.592 7.5223
Si 4.4519 11.3797 7.6142
Si 4.5119 15.2302 7.5122
Si 8.2707 3.8604 7.6281
Si 8.4612 7.4713 7.4338
Si 8.0671 11.2955 7.5099
Si 8.2272 15.3385 7.6323
Si 12.2112 3.5952 7.5067
Si 12.2727 7.4043 7.4998
Si 12.1147 11.1659 7.5705
Si 12.2639 15.1862 7.7306
Si 2.4663 3.1417 8.9813
Si 2.7076 7.6888 8.7868
Si 2.5214 10.8 8.8476
Si 2.7494 15.3878 9.0137
Si 6.494 4.4146 9.18
Si 6.6374 7.5116 8.8452
Si 6.2919 11.792 9.0552
Si 6.3227 14.9656 8.9453
Si 10.274 4.0346 8.7961
Si 10.3463 7.1211 8.8236
Si 10.0072 11.6869 8.6931
Si 10.1693 14.8132 8.8603
Si -2.9013 1.1353 13.2683
Si -2.6523 9.3926 13.3493
Si 1.5678 4.0279 11.8804
Si 10.2903 -0.8085 19.0514
Si 11.1704 8.7114 11.3657
Si 6.4344 11.5913 16.9966
Si 9.4928 -1.7161 14.0599
Si 9.0304 -3.9551 15.7571
Si -1.3841 3.0595 11.6783
Si 3.2315 1.6013 12.9507
Si 3.5888 -1.0042 11.846
Si 3.9087 4.9063 16.4237
Si 2.2371 6.9429 11.7145
Si -3.7045 6.5741 13.9904
Si 6.1005 6.6898 16.4721
Si 5.6159 -0.9613 17.037
Si 1.1074 11.4416 11.2529
Si 10.2943 -2.2939 11.1329
Si 5.8516 0.8041 11.7493
Si 1.2355 4.0905 18.8857
Si 8.1506 5.6666 18.384
Si 7.3647 4.3863 12.1744
Si -1.5236 3.9843 19.641
Si 6.7402 9.6241 11.2095
Si 2.2467 11.7125 16.4047
Si 5.0587 -6.1785 16.0641
Si 3.528 2.6189 18.2131
Si 4.3972 1.0714 15.6125
Si 7.8337 0.774 18.2637
Si 2.3147 9.0834 17.6178
Si 4.3505 -2.8954 18.6764
Si 2.9289 11.6405 13.365
Si 4.3518 8.9254 13.0354
Si -0.3214 -2.071 16.4058
Si -2.9034 2.8019 16.0317
Si -5.4961 3.3471 14.8704
Si 1.2808 6.1827 16.7492
Si 9.9321 5.5159 15.9961
O 6.545 3.538 -1.2377
O -0.7098 0.4575 19.9261
O 4.1765 4.0841 17.8215
O -0.0836 6.0416 15.8833
O 2.4204 11.8959 -0.9916
O 2.3818 9.4269 -1.7646
O 2.4282 14.7871 -1.0607
O 7.4455 5.9833 12.5248
O 1.417 11.3585 12.8548
O 3.7762 2.0173 19.6974
O 3.2274 1.3999 14.5669
O -0.4057 -1.0905 17.6918
O 1.7769 6.8547 -1.123
O 5.5278 8.3693 -1.6482
O 6.2037 11.089 -1.3741
O 5.7613 13.2257 -2.6673
O 10.3558 2.9671 -1.0519
O 2.379 5.2355 15.986
O 6.5974 0.268 17.3576
O 7.2821 1.3682 19.6859
O 11.288 10.3756 -2.1474
O 5.6693 -3.8594 18.4388
O 10.2623 12.3315 -1.0714
O 10.3666 15.2977 -0.8589
O -5.0355 3.7379 13.3864
O -4.3073 3.6311 15.947
O 8.9117 3.9329 12.2169
O 1.2244 12.9359 16.2394
O 1.9776 3.9582 10.3185
O 2.7408 6.7789 10.1768
O -0.248 3.4542 18.826
O 6.1795 16.1 10.1578
O -2.7931 1.9765 14.6471
O 6.7093 3.9067 10.769
O 7.1001 8.5903 10.0023
O 6.4277 6.0295 9.5202
O 9.6181 11.8425 10.3206
O -3.5163 8.1554 13.9101
O 4.6817 1.862 12.2209
O 6.395 13.3925 9.5114
O 2.665 1.5788 9.5566
O 1.5307 10.3289 16.8895
O 2.6841 9.2365 9.3619
O -1.3589 2.9512 10.0615
O 6.1908 10.9703 10.4789
O 2.4453 11.5256 10.3395
O 10.1872 13.2717 8.264
O 9.9675 14.5726 10.5139
O 4.0103 1.5838 17.0876
O 5.6214 10.7123 15.8974
O 2.0296 5.4905 12.4092
O 10.2855 8.1148 10.1479
O 2.6242 0.1999 12.3975
O 7.9685 11.0584 16.9349
O 9.2653 6.2384 17.3144
O 8.4967 -2.707 14.8581
O 9.8525 3.886 16.1286
O -2.3502 5.9248 14.613
O 12.3525 7.695 11.7559
O 5.6666 8.8163 12.1212
O 9.9471 -2.4418 12.699
O -1.2603 8.9092 12.7016
O -1.1556 -3.4771 16.5233
O 6.4301 13.1351 16.515
O -0.0104 3.7678 12.1655
O 5.1702 -0.6409 12.1302
O 10.3522 5.5734 9.4667
O 6.275 -7.0964 16.6685
O 1.953 2.9041 18.045
O 3.8585 9.1633 17.1304
O 3.202 -1.0357 10.2529
O 7.0889 0.9673 -1.806
O -2.2741 10.2436 14.6839
O 6.6029 6.263 14.9952
O 3.2887 7.7941 12.6029
O -2.9002 4.1597 18.7856
O -5.795 1.7531 15.0082
O -1.6381 1.5885 12.3416
O -2.8567 -0.4078 13.6729
O 0.2502 10.1247 10.8761
O 3.8581 10.4447 12.8209
O -4.312 1.2457 12.4755
O 4.7837 -1.3504 18.3774
O 3.3859 13.0427 12.7186
O -2.8823 1.8248 17.327
O 4.6305 -6.7301 14.609
O 4.6574 -0.5199 15.7922
O -0.8022 -1.32 15.0375
O 7.9667 10.0784 12.1971
O -6.8863 4.1142 15.2194
O 6.7476 5.7584 17.6018
O 4.5214 6.3906 16.5823
O 1.6636 7.7358 16.9793
O 8.7744 -0.4991 18.5802
O 3.3198 -3.2947 17.5159
O 1.1447 5.5611 18.222
O 10.3468 -2.1477 19.9532
O 0.3526 12.847 10.9666
O 2.9815 11.5705 14.9698
O 2.3275 2.8951 12.7286

Results
free energy: -62189.988 eV
free energy less fixed offsets of O -463.61, Si -117.95 eV per atom: -23.688 eV
pressure: -1.21 GPa
stress xx, yy, zz, yz, xz, xy (GPa, positive in tension): -0.4, 1.71, 2.33, -0.05, -0.05, 0.41

Forces (eV/angstrom), in the order of the atoms: element, x, y, z
Si -0.0336 -0.4453 -0.6938
Si 0.0672 0.0622 -0.1161
Si 0.0677 0.321 -0.5948
Si -0.1799 0.0333 -0.7853
Si 0.093 -0.078 -0.4887
Si 0.0755 0.0489 -0.1508
Si -0.2072 -0.0898 -0.1109
Si -0.373 -0.0229 -0.253
Si -0.0612 -0.4928 -0.8425
Si -0.0312 -0.0339 -0.4867
Si 0.3619 -0.0322 -0.4748
Si 0.0236 0.2999 -0.677
Si -0.0235 0.1558 -0.2117
Si -0.009 -0.1119 -0.3718
Si -0.2031 0.0567 -0.1953
Si 0.025 -0.101 -0.4456
Si -0.2945 0.0682 -0.1457
Si 0.0865 -0.169 -0.2308
Si -0.0666 0.4451 -0.1663
Si -0.1024 -0.097 -0.3467
Si 0.2583 0.0379 -0.2037
Si 0.1903 0.035 -0.2802
Si 0.0475 0.2598 -0.1886
Si 0.1285 0.1004 -0.1445
Si 0.0091 0.0456 -0.2233
Si -0.0313 -0.0684 -0.0683
Si 0.0578 -0.2167 0.2375
Si 0.0038 0.0906 -0.0451
Si 0.0291 0.116 0.2436
Si 0.0528 -0.0876 -0.2729
Si -0.076 -0.1089 -0.2417
Si -0.1667 -0.0766 0.0358
Si -0.0253 0.0212 0.2925
Si 0.023 0.1082 -0.2424
Si 0.0244 -0.0615 0.3321
Si -0.0163 0.0516 0.3545
Si -0.0055 0.0238 -0.0022
Si 0.0884 -0.0495 0.0934
Si -0.0566 0.0234 -0.0353
Si -0.0553 -0.0536 -0.0447
Si 0.0992 -0.0076 0.0038
Si -0.1163 0.1131 0.0921
Si -0.0032 0.1174 -0.0247
Si 0.0594 -0.0277 -0.02
Si -0.0368 0.0162 -0.0482
Si -0.0464 -0.0685 0.1015
Si 0.1776 -0.0208 0.0296
Si -0.0168 -0.1018 -0.0079
Si 0.055 0.0748 0.0869
Si -0.1541 0.0264 -0.0502
Si 0.0384 0.0491 0.008
Si -0.0201 0.0008 0.3748
Si -0.1126 0.0741 -0.0991
Si 0.0287 -0.0883 -0.0211
Si -0.0336 -0.0764 -0.1238
Si 0.2133 -0.0529 0.2887
Si -0.0555 -0.0011 0.012
Si 0.0366 0.0018 0.076
Si 0.0277 0.0133 0.006
Si -0.1341 -0.0442 0.3801
Si -0.0343 0.1696 0.1055
Si 0.0926 -0.0625 0.1135
Si -0.1169 0.1731 -0.0801
Si -0.1081 -0.1362 -0.1731
Si 0.0576 -0.0922 0.1135
Si -0.0358 -0.0627 -0.2939
Si 0.0036 0.1913 -0.025
Si -0.0342 0.0756 -0.404
Si 0.0349 -0.223 -0.0983
Si 0.0161 -0.09 -0.1843
Si 0.0372 0.0674 -0.1534
Si 0.0247 -0.0346 -0.3563
Si -0.0868 -0.0855 0.0173
Si 0.1236 -0.0167 0.2261
Si -0.0765 -0.0933 0.1537
Si 0.1089 -0.0779 0.1843
Si -0.0894 0.0483 0.123
Si 0.0435 0.0015 0.2609
Si 0.0325 -0.0141 0.3353
Si -0.0521 -0.1242 0.3046
Si -0.0779 0.049 0.1476
Si 0.0697 0.0838 0.2722
Si -0.1673 0.0865 0.3526
Si -0.0003 0.0155 0.4625
Si 0.037 0.1508 0.7363
Si -0.0683 0.0706 0.9538
Si 0.2363 0.0417 0.7811
Si 0.0662 -0.0198 0.3881
Si 0.0269 -0.0172 1.0149
Si 0.0891 -0.0937 0.2733
Si -0.0835 0.065 0.2783
Si 0.0669 0.0765 0.3398
Si 0.1327 -0.0678 0.8278
Si 0.0769 0.0173 0.862
Si -0.0314 0.2606 0.0998
Si -0.0218 -0.2157 -0.0167
Si 0.0243 -0.1023 0.3109
Si -0.0107 -0.0927 0.5879
Si 0.0937 -0.0645 0.6093
Si -0.0045 -0.1426 -0.3069
Si 0.112 -0.1362 0.5237
Si 0.2154 -0.0989 -0.5504
Si -0.228 0.3221 0.2854
Si -0.1176 -0.1956 0.1271
Si 0.0844 -0.0281 0.6086
Si -0.2366 0.1114 0.2757
Si -0.0947 -0.0102 0.5186
Si -0.0591 0.2341 -0.4346
Si 0.0333 0.1502 0.5606
Si -0.0292 -0.0221 0.1631
Si 0.0067 0.1701 -0.1627
Si -0.0299 -0.1061 -0.5707
Si 0.1754 0.0874 0.6231
Si 0.1814 -0.0497 0.6543
Si -0.0528 0.1311 0.5565
Si -0.0082 0.2463 -0.4739
Si -0.1699 0.074 -0.4909
Si -0.0986 0.0584 0.4426
Si -0.0886 -0.0372 -0.2694
Si -0.1038 -0.0019 0.4105
Si -0.1961 0.04 -0.4141
Si 0.1569 0.1144 -0.1845
Si 0.1168 0.0055 -0.5698
Si -0.0364 -0.1739 -0.267
Si -0.1382 0.1176 -0.5391
Si 0.0906 -0.0673 -0.6038
Si -0.0727 -0.0049 -0.5269
Si 0.187 -0.1525 0.3308
Si -0.2197 0.0231 0.3452
Si 0.2184 -0.1512 -0.2922
Si 0.1282 0.1071 -0.1213
Si -0.0722 0.0306 0.0082
Si -0.0917 -0.044 -0.5371
Si 0.2319 -0.0034 -0.2965
O 0.056 0.0133 0.4122
O -0.1971 0.1702 0.424
O -0.2215 -0.2549 0.1189
O 0.0413 -0.0675 0.3612
O 0.0478 -0.3148 0.8361
O -0.053 -0.2031 0.1026
O 0.2024 0.2705 0.8706
O 0.0541 -0.2258 0.0157
O 0.0018 0.0042 -0.6409
O -0.3249 -0.379 0.5029
O 0.3429 -0.0258 -0.1811
O -0.2769 0.0114 0.3514
O 0.1619 -0.0695 -0.0281
O 0.2515 0.316 0.0356
O 0.102 0.2294 0.3118
O 0.2986 -0.0946 0.8789
O 0.0535 0.1289 0.3811
O 0.0616 0.0575 0.4494
O 0.1317 -0.0123 0.3042
O -0.0775 -0.4216 0.3998
O -0.2251 0.0119 0.3009
O -0.1958 0.2603 0.1972
O 0.0294 -0.5571 0.4619
O -0.1718 0.2289 0.6314
O 0.2331 0.1268 -0.1972
O 0.0628 -0.1904 -0.1016
O -0.0336 -0.0687 -0.2727
O -0.0825 -0.146 0.1453
O 0.0818 -0.2258 -0.2976
O 0.0155 0.2533 -0.5735
O -0.0467 0.1874 0.2731
O -0.0345 -0.4336 -0.3494
O -0.0841 0.0198 -0.0412
O -0.1136 0.1009 -0.899
O -0.2008 -0.1906 -0.2253
O 0.0869 -0.2132 -0.458
O 0.1391 0.1247 -0.6392
O 0.0792 0.0154 -0.1933
O 0.0288 -0.274 -0.1782
O -0.056 0.0623 -0.4489
O -0.0394 0.2031 -0.6042
O 0.3714 -0.0388 0.2808
O -0.0868 -0.0329 -0.7053
O 0.0629 0.3684 -0.5037
O 0.1595 -0.0297 -0.2601
O -0.2141 -0.1518 -0.4693
O 0.1342 -0.1297 0.5533
O 0.0958 -0.2217 -0.6832
O -0.0509 0.1793 0.3127
O 0.0278 -0.0481 0.3819
O -0.0526 -0.0062 -0.4728
O 0.0298 -0.1855 -0.5399
O 0.422 -0.0698 -0.1442
O -0.1472 0.2528 -0.1256
O -0.2604 -0.3168 0.3317
O 0.4105 -0.0796 0.0798
O -0.2761 0.1688 0.0675
O -0.2564 0.0312 0.0922
O -0.094 0.1207 -0.2661
O 0.2782 0.2178 -0.352
O 0.1065 0.057 -0.5577
O 0.0667 0.0485 -0.5061
O -0.0981 0.3745 -0.1052
O -0.1986 -0.0306 0.4576
O -0.0723 -0.0596 -0.4371
O -0.1446 0.2687 -0.348
O -0.0466 -0.1438 -0.803
O -0.273 -0.287 -0.135
O 0.0707 0.2148 0.3559
O -0.2159 0.0581 0.139
O -0.164 0.4085 -0.3843
O -0.1206 0.3441 0.3532
O -0.1287 0.0958 -0.1947
O 0.2453 0.1127 0.0898
O -0.1069 -0.0238 -0.3763
O 0.3228 0.1743 0.3141
O -0.2097 0.1789 0.0716
O -0.0883 0.19 -0.1951
O 0.1535 0.0458 -0.1345
O -0.0842 0.1477 -0.0753
O -0.0642 -0.0475 -0.0194
O -0.104 -0.0818 -0.1828
O 0.1407 -0.2801 0.087
O -0.1004 0.1617 -0.3431
O -0.1702 -0.178 0.2889
O 0.0608 0.1417 -0.0803
O 0.1879 0.2941 0.3772
O -0.2234 -0.3162 0.1401
O -0.1521 -0.1759 -0.3595
O 0.1439 -0.0452 0.2898
O 0.2846 -0.0009 0.1435
O 0.1756 -0.2312 0.0809
O 0.0883 0.101 0.3062
O 0.1801 -0.0314 0.1842
O 0.1958 0.0375 0.3474
O 0.007 -0.3834 0.1976
O 0.0417 0.0968 0.2376
O -0.1651 -0.1701 -0.1099
O -0.1133 0.0226 0.0756
O -0.0076 -0.0079 -0.3579
